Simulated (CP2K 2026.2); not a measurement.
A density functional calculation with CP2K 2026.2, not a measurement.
Periodic cell of 511 atoms, Si360O151, from a study of silicon, its oxide and their interface. The atomic structure is a simulated model.
Doubt: the forces sum to 4.13 eV/angstrom along one axis rather than to zero, so they err by at least 0.0081 eV/angstrom per atom on average; the grid cutoff is modest.

Settings
functional: PBE
method: Gaussian and plane waves
basis set: DZVP-MOLOPT-SR-GTH
pseudopotentials: GTH-PBE
grid cutoff: 300 Ry, relative cutoff 40 Ry
k points: Gamma only
occupations: fixed
spin: none
net charge: 0

Cell vectors (angstrom)
a 16.32 0 0
b 0 16.32 0
c 6.578 -1.8445 34.3289

Atoms and the computed forces on them: element, x, y, z (angstrom), force x, y, z (eV/angstrom)
Si -1.55 -1.134 1.395 0.15 -0.263 0.727
Si 1.929 0.657 1.442 0.191 -0.032 0.682
Si -1.652 4.309 1.069 0.175 -0.108 0.736
Si 1.54 0.36 -1.687 0.008 -0.065 0.042
Si -0.835 -7.317 1.464 0.174 -0.342 0.558
Si 1.518 -4.302 1.497 -0.059 0.076 0.769
Si 3.658 -1.042 1.644 -0.102 0.285 0.486
Si 6.294 1.791 1.531 -0.053 0.034 -0.031
Si 4.625 3.536 1.481 0.209 -0.159 0.66
Si 7.332 6.486 1.553 0.131 -0.268 0.535
Si 3.83 9.878 1.058 0.404 -0.354 -0.059
Si -9.186 -4.183 1.421 0.297 -0.366 0.493
Si -6.289 -1.854 1.615 0.138 -0.153 0.53
Si -3.76 1.157 1.446 -0.275 0.148 0.727
Si -7.348 4.688 1.6 -0.071 0.028 0.025
Si -2.753 8.187 2.648 -0.046 0.007 -0.007
Si -6.413 -7.159 1.709 0.029 -0.04 0.028
Si -4.65 -3.67 1.669 -0.001 0 -0.045
Si 0.072 -0.064 2.734 0.01 0.068 -0.05
Si 2.769 2.587 2.607 -0.012 0 -0.099
Si -0.1 5.473 2.502 0.014 0.009 -0.051
Si 2.736 8.226 2.485 0.017 -0.015 0.002
Si 0.034 -5.564 2.786 -0.021 0.012 -0.05
Si 2.652 -2.748 2.86 -0.017 -0.021 -0.008
Si 5.366 0.061 2.837 -0.013 -0.042 -0.059
Si -8.245 2.805 2.704 0.045 -0.062 -0.041
Si 5.521 5.401 2.658 0.017 -0.028 -0.11
Si -8.073 8.109 2.97 -0.006 -0.03 0.002
Si 5.487 10.861 2.559 -0.007 -0.015 -0.027
Si -8.084 -2.723 2.847 0.059 0.016 -0.058
Si -5.371 -0.009 2.727 0.022 0.037 -0.063
Si -2.649 2.802 2.642 -0.005 0.015 -0.057
Si -4.716 7.402 1.511 0.027 0.016 -0.05
Si -5.559 5.604 2.828 -0.005 0.029 0.02
Si -5.442 -5.441 2.98 -0.023 0.009 0.06
Si -2.745 -2.724 2.687 0.024 0.006 -0.067
Si -1.27 1.426 4.015 -0.051 -0.063 0.031
Si 1.336 4.067 3.839 -0.014 -0.012 0.013
Si -1.43 6.751 4.005 0.015 0.041 0.01
Si 1.465 9.472 4.088 0.025 -0.037 0.049
Si -1.38 -4.131 4.034 0.01 0.036 -0.001
Si 1.28 -1.429 4.206 0.014 0.021 0.003
Si 4.004 1.357 4.212 -0.011 -0.009 -0.026
Si 6.777 4.096 4.181 0.045 -0.011 -0.037
Si 4.067 6.806 3.882 -0.008 0.047 0.007
Si 6.747 9.522 4.061 0.017 0.023 0.043
Si 4.154 12.208 4.036 0.016 -0.032 0.008
Si -9.506 -1.318 4.078 -0.014 -0.029 0.02
Si -6.816 1.386 3.98 0.017 0.013 -0.012
Si -4.101 4.123 3.988 0.027 0.027 0
Si -6.787 6.804 4.381 -0.004 0.008 -0.023
Si -3.95 -6.759 4.177 -0.019 -0.05 -0.045
Si -6.857 -4.119 4.277 0.036 -0.003 -0.032
Si -4.015 -1.333 4.138 -0.015 -0.065 -0.007
Si -2.647 0.058 5.422 0.013 0.033 -0.004
Si 0.057 2.772 5.375 0 0.003 0.005
Si -2.747 5.427 5.421 0.004 0.002 -0.006
Si 0.005 8.11 5.362 -0.003 0.01 -0.003
Si -2.656 -5.414 5.526 0.031 0.04 0.017
Si -0.071 -2.79 5.484 -0.011 -0.023 0.036
Si 2.66 -0.035 5.51 -0.005 0.021 0.039
Si 5.402 2.731 5.503 -0.027 0.02 0.01
Si 2.697 5.433 5.259 -0.033 -0.009 -0.005
Si 5.391 8.121 5.371 0.009 -0.001 0.001
Si 2.785 10.869 5.435 -0.003 -0.019 -0.016
Si 5.462 -2.718 5.421 -0.003 -0.005 0.013
Si -8.146 0.046 5.414 0.01 -0.009 0.009
Si -5.45 2.738 5.361 0.019 -0.005 0.018
Si -8.19 5.407 5.583 -0.023 -0.02 0.024
Si -5.358 8.215 5.546 -0.015 0.01 -0.029
Si -8.247 -5.482 5.531 -0.027 0.017 -0.005
Si -5.408 -2.707 5.49 -0.003 0.032 -0.039
Si -1.368 -1.352 6.816 0.007 -0.003 0.004
Si 1.335 1.388 6.806 -0.005 -0.005 0.013
Si -1.35 4.078 6.755 0.008 -0.007 -0.003
Si 1.36 6.752 6.719 0.009 0.003 -0.002
Si -1.291 9.492 6.795 0.015 -0.008 0.025
Si 1.374 12.204 6.79 -0.003 -0.003 0.005
Si 4.08 -1.385 6.803 0.006 -0.01 0.01
Si 6.8 1.365 6.808 0.034 -0.014 0.019
Si 4.024 4.128 6.762 -0.029 0 0.002
Si -9.577 6.814 6.82 -0.007 0.018 -0.005
Si 4.094 9.489 6.796 0.003 -0.009 -0.004
Si 6.767 12.256 6.846 -0.014 -0.022 0.012
Si -6.795 -1.326 6.796 0.002 0.015 -0.017
Si -4.071 1.39 6.748 -0.033 -0.002 -0.009
Si -6.779 4.038 6.833 0.016 -0.011 0.01
Si -4.041 6.792 6.845 0.002 0.014 0.001
Si -6.804 -6.792 6.853 0.003 0.006 0
Si -4.059 -4.065 6.848 -0.01 -0.016 0.018
Si -0.006 0.011 8.166 0.003 0.005 0.003
Si 2.709 2.742 8.147 -0.002 -0.002 0.006
Si 0.007 5.43 8.129 -0.005 0.002 -0.004
Si 2.703 8.128 8.12 -0.003 -0.002 -0.001
Si 0.036 10.855 8.173 0.015 -0.015 0.003
Si 2.715 -2.74 8.159 0 0 0.009
Si 5.443 -0.013 8.155 -0.007 0.006 0.01
Si -8.154 2.699 8.184 0.003 0.012 0.021
Si -10.93 5.451 8.162 0.005 0.007 0.013
Si 8.143 8.151 8.174 0.004 -0.004 0.002
Si 5.424 10.866 8.179 0.001 0.013 0.01
Si -8.156 -2.698 8.16 0.01 -0.016 -0.007
Si -5.424 0.029 8.141 0.013 -0.006 -0.009
Si -2.715 2.729 8.132 0.006 -0.001 -0.005
Si -5.427 5.429 8.173 -0.006 0.001 0.012
Si -2.674 8.16 8.171 0 0.001 0.008
Si -5.441 -5.421 8.188 -0.013 0.015 0.018
Si -2.718 -2.697 8.195 -0.002 0.012 0.012
Si -1.368 1.349 14.962 -0.005 -0.001 0.001
Si 1.354 4.07 14.937 -0.008 0.007 -0.004
Si -1.381 6.793 14.944 0.008 -0.011 -0.006
Si 1.359 9.521 14.928 0.008 -0.005 -0.012
Si -1.377 -4.094 14.966 -0.009 0.003 -0.009
Si 1.36 -1.368 14.95 -0.01 0.006 -0.007
Si 4.081 1.358 14.931 0.007 0.002 -0.014
Si -9.518 4.084 14.94 0.016 -0.014 -0.008
Si 4.089 6.8 14.966 -0.008 0.013 0.005
Si 6.821 9.536 14.97 0.002 0.013 0.001
Si 4.098 -4.071 14.968 0.005 -0.001 0.002
Si 6.833 -1.36 14.974 0.007 0 -0.007
Si -6.797 1.34 14.975 -0.011 0.007 -0.01
Si -4.094 4.071 14.951 0 -0.004 -0.002
Si -6.8 6.824 14.95 -0.007 0.001 -0.012
Si -4.084 9.528 14.968 -0.006 0.001 -0.001
Si -6.792 -4.065 14.988 -0.003 -0.011 -0.001
Si -4.102 -1.367 14.985 0.005 0 -0.009
Si -2.737 -0.007 16.329 0 0.006 -0.007
Si -0.013 2.726 16.305 0.013 -0.007 -0.002
Si -2.746 5.434 16.309 -0.005 0.014 0.007
Si -0.038 8.193 16.269 -0.008 -0.008 -0.014
Si -2.737 -5.443 16.352 0.018 -0.022 -0.015
Si -0.003 -2.735 16.301 0.012 0.006 -0.018
Si 2.735 -0.007 16.292 0.005 0.004 -0.017
Si 5.425 2.734 16.286 -0.026 0.01 -0.016
Si 2.728 5.408 16.295 0.011 -0.011 0.011
Si 5.466 8.167 16.318 0.003 -0.015 -0.003
Si 2.727 10.863 16.29 -0.018 0.005 -0.008
Si 5.48 -2.716 16.329 0.007 -0.003 -0.007
Si -8.115 -0.034 16.368 0.04 -0.022 -0.004
Si -5.433 2.699 16.322 0.021 -0.011 -0.011
Si -8.163 5.458 16.289 -0.017 0.022 -0.017
Si -5.447 8.177 16.331 -0.012 -0.006 -0.012
Si -8.146 -5.421 16.351 0.008 0.005 0.004
Si -5.475 -2.69 16.386 0 0.025 0.017
Si -1.331 -1.343 17.651 -0.019 0.002 0.004
Si 1.43 1.42 17.625 0.025 -0.013 -0.028
Si -1.461 4.002 17.665 -0.003 0.004 0.013
Si 1.311 6.791 17.544 -0.021 -0.009 -0.034
Si -1.365 -6.804 17.714 0.006 -0.007 0.007
Si 1.324 -4.146 17.637 -0.019 0.002 -0.022
Si 4.076 -1.388 17.651 -0.013 -0.005 0.018
Si -9.524 1.364 17.594 -0.033 -0.007 0.011
Si 4.105 4.085 17.705 -0.007 0.016 -0.021
Si -9.548 6.758 17.685 0.009 -0.018 -0.017
Si 4.141 9.572 17.657 -0.006 -0.02 0.027
Si -9.44 -4.008 17.733 0.009 0.018 -0.021
Si -6.791 -1.355 17.87 -0.009 0.015 -0.02
Si -4.144 1.285 17.719 -0.016 -0.004 -0.038
Si -6.748 4.144 17.613 0.003 -0.002 0.023
Si -4.04 6.856 17.678 0.039 0.017 -0.03
Si -6.835 9.495 17.709 0.011 -0.004 -0.001
Si -4.109 -4.072 17.693 -0.014 -0.024 0.012
Si 0.086 0.056 18.923 -0.046 -0.005 0.031
Si 2.764 2.735 19.075 -0.027 -0.04 0.001
Si -0.1 5.454 18.869 0.012 0.049 -0.01
Si 2.721 8.127 18.836 -0.006 -0.049 0.023
Si -0.015 -5.45 19.083 0.017 0.022 0.007
Si 2.722 -2.836 18.946 0.032 -0.01 0.026
Si 5.448 0.007 18.958 0.018 -0.015 0.029
Si -8.162 2.782 18.854 -0.017 0.018 0.081
Si 5.423 5.442 19.12 0.012 0.015 -0.007
Si -8.199 8.085 19.05 0.038 0.033 0
Si 5.53 10.958 19.049 -0.022 -0.031 0.057
Si -8.161 -2.697 19.28 0.008 -0.028 0.025
Si -5.419 0.007 19.271 0.048 -0.003 0.013
Si -2.814 2.601 19.086 0.031 0.047 0.051
Si -5.364 5.481 19 -0.017 -0.002 0.007
Si -2.709 -8.137 19.124 -0.034 -0.041 -0.001
Si -5.492 -5.437 19.049 0.009 0.034 0.015
Si -2.708 -2.698 18.997 0.012 0.015 0.053
Si -1.337 1.237 20.369 -0.001 0.064 0.02
Si 1.28 4.163 20.212 0.024 0.012 0.061
Si -1.371 6.72 20.415 0.022 -0.004 0.083
Si 1.429 -6.881 20.261 -0.036 -0.02 0.084
Si -1.386 -4.044 20.413 -0.01 -0.025 0.05
Si 1.427 -1.377 20.203 0.026 0.019 0.01
Si 4.172 1.346 20.407 -0.008 0.009 0.059
Si -9.433 4.061 20.36 -0.006 0.026 0.027
Si 3.958 6.833 20.361 -0.018 -0.068 0.046
Si -9.553 9.458 20.4 -0.013 -0.008 0.029
Si 4.118 -4.04 20.431 0.003 -0.014 0.059
Si 6.7 -1.242 20.526 -0.01 0.015 0.067
Si -6.918 1.528 20.365 0.011 0 0
Si -4.157 4.046 20.435 0.035 -0.058 0.03
Si -6.739 6.787 20.383 0.007 0.049 0.004
Si -4.08 -6.712 20.436 0 -0.027 0.065
Si -6.776 -4.159 20.598 0.014 -0.021 0.068
Si -3.956 -1.444 20.584 -0.052 0.039 0.041
Si -2.002 -0.623 21.713 0.045 -0.085 -0.055
Si -0.211 2.942 21.512 -0.046 -0.081 -0.664
Si -2.495 5.059 21.75 -0.065 0.219 -0.692
Si 0.485 7.681 21.501 0.103 -0.202 -0.653
Si -3.134 -4.967 21.735 0.028 0.063 0.019
Si -0.279 -2.286 21.519 -0.285 0.095 -0.555
Si -4.502 1.598 27.589 0.038 0.073 -0.017
Si 5.927 2.351 21.68 0.054 -0.017 0.041
Si 2.107 5.908 21.53 0.013 0.243 -0.557
Si 4.898 8.601 21.585 0.009 -0.015 0.037
Si 3.219 -5.973 21.49 0.248 -0.095 -0.642
Si 4.896 -2.181 21.784 -0.069 0.009 -0.015
Si -8.682 0.641 21.639 -0.018 0.004 -0.036
Si -6.083 3.333 21.659 -0.018 0.04 -0.044
Si -7.73 5.092 21.659 -0.022 0.005 0.075
Si -5.594 -7.957 21.716 0.12 -0.11 -0.704
Si -7.945 -5.889 21.817 -0.091 0.272 -0.74
Si -4.872 -3.292 21.773 0.067 -0.081 -0.611
Si -1.128 -1.653 26.399 -0.078 0.043 0.008
Si 1.367 1.126 23.567 -0.052 -0.154 -0.077
Si -0.027 7.959 27.141 -0.013 0.008 0.044
Si 2.65 -4.842 24.374 0.117 0.062 -0.137
Si -4.524 -5.676 26.314 -0.043 0.041 -0.035
Si -1.508 0.011 23.928 0.009 -0.318 -0.486
Si 3.131 -0.447 21.534 0.266 -0.206 -0.49
Si -10.662 3.258 23.85 0.104 -0.261 -0.593
Si 3.32 5.309 24.287 0.032 0.035 -0.038
Si -2.375 -8.13 -5.244 0.091 0.077 -0.064
Si 4.712 -0.673 26.44 0.116 -0.043 -0.01
Si 4.421 -6.699 26.035 0.108 -0.077 -0.17
Si -5.812 2.566 23.831 -0.167 0.252 -0.429
Si -3.653 6.956 23.836 -0.042 -0.054 -0.073
Si -0.872 -7.055 -1.567 -0.095 0.051 0.017
Si -9.21 -6.45 -5.556 0.016 0.001 0.032
Si -8.639 5.681 23.773 0.259 -0.142 -0.576
Si -6.428 -2.569 24.276 0.091 0.029 -0.002
Si 1.74 -7.552 -2.909 -0.002 -0.006 -0.066
Si -6.442 6.972 -5.93 0.1 -0.091 0.055
Si 0.555 -6.92 -5.742 0.007 0.007 0.016
Si 2.569 1.64 26.199 0.077 -0.034 0.092
Si -6.743 4.423 -0.597 -0.136 0.023 0.559
Si -5.025 -4.29 -0.528 0.001 0.151 0.716
Si 1.758 6.055 -1.646 -0.076 0.062 0.19
Si -3.825 -5.748 -6.166 0.052 -0.093 0.028
Si -3.958 1.139 -1.423 -0.145 0.025 0.003
Si -6.05 -3.023 27.096 0.068 0.022 0.04
Si -2.39 -5.135 23.978 -0.35 -0.013 -0.632
Si 4.449 4.477 -1.568 -0.033 -0.138 0.098
Si -7.554 0.17 23.615 -0.367 0.264 -0.523
Si 0.019 -3.352 24.396 0.008 -0.026 -0.174
Si 0.932 7.23 1.304 -0.242 0.194 0.575
Si -9.362 -5.803 27.313 0.259 0.413 0.359
Si -1.207 1.208 -2.771 -0.049 0.035 -0.074
Si -1.664 -0.523 -5.338 0.033 0.017 0.081
Si -2.584 -4.754 -1.973 0.06 -0.027 -0.059
Si -2.007 3.017 27.609 -0.032 -0.043 -0.026
Si -0.885 -7.807 24.176 -0.001 -0.13 -0.103
Si -7.611 -5.683 0.338 0.038 -0.017 0.649
Si -7.937 2.299 -2.31 0.088 0.179 0.078
Si 5.298 7.75 23.741 -0.165 0.185 -0.592
Si -4.103 6.018 -0.257 -0.236 0.372 0.527
Si -0.647 4.102 -1.85 -0.023 -0.014 0.124
Si 2.828 4.44 27.137 -0.027 0.048 0.007
Si -4.856 7.662 26.538 0.04 0.085 -0.11
Si 0.133 0.792 27.907 0.057 -0.055 -0.005
Si -5.947 -1.327 -4.122 0.014 -0.015 0.119
Si 1.73 -2.464 -2.719 -0.045 0.08 -0.024
Si -5.748 -1.493 -1.292 -0.107 -0.023 0.207
Si -8.979 5.008 -2.522 0.067 -0.097 0.059
Si -8.159 7.512 -3.746 0.032 0.015 0.04
Si -8.779 -4.684 24.529 -0.079 0.007 0.06
Si -7.456 6.003 26.615 -0.052 -0.02 -0.175
Si -8.695 -1.098 -5.524 -0.093 -0.053 -0.054
Si -5.526 1.517 -3.844 0.045 -0.014 0.018
Si 4.041 1.664 -2.508 0.114 0.055 0.058
Si -2.237 6.711 -2.466 0.016 0.039 -0.006
Si -0.416 -3.032 -0.702 -0.013 0.063 0.044
Si -3.443 -3.088 -4.517 -0.041 0.07 -0.029
Si 4.389 -6.685 -1.34 -0.225 0.058 0.707
Si -10.068 0.786 -0.583 -0.036 0.308 0.623
Si 1.057 -2.048 -5.784 -0.207 -0.614 -0.284
Si -3.156 2.198 25.106 -0.044 -0.005 0.098
Si 4.407 -3.831 -2.632 0.003 -0.102 -0.025
Si 5.303 0.657 -5.177 -0.002 -0.024 -0.141
Si 4.991 -2.771 24.095 0.098 0.114 -0.622
Si -9.203 -7.931 -1.043 -0.02 -0.14 0.136
Si -10.747 -2.131 -0.477 -0.077 0.038 0.132
Si -7.128 3 26.597 0.064 -0.051 -0.176
Si -9.444 1.257 25.882 0.017 0.062 -0.127
Si -10.167 -3.813 -5.062 -0.039 0.035 0.03
Si -1.378 1.361 9.514 -0.02 -0.023 0
Si 1.348 4.078 9.515 0 -0.008 -0.003
Si -1.333 6.789 9.521 0.016 0.018 0.009
Si 1.378 9.492 9.524 -0.009 0.006 0.007
Si -1.343 -4.085 9.515 0.017 -0.004 -0.017
Si 1.364 -1.358 9.512 0.015 0.015 -0.004
Si 4.08 1.368 9.498 -0.001 0.014 -0.008
Si -9.536 4.084 9.504 -0.003 0.015 -0.01
Si 4.055 6.806 9.528 -0.004 -0.013 0.001
Si 6.804 9.525 9.534 0.004 0.021 0.005
Si 4.065 -4.094 9.534 -0.016 -0.024 0.008
Si -9.52 -1.36 9.529 0.007 0.004 0
Si -6.787 1.352 9.534 -0.006 -0.011 0.001
Si -4.063 4.076 9.522 0.008 -0.002 0
Si -6.808 6.786 9.52 -0.014 -0.005 0.009
Si -4.067 -6.802 9.515 -0.001 -0.019 -0.014
Si -6.802 -4.056 9.531 0.012 0.017 0.013
Si -4.089 -1.338 9.528 -0.011 -0.004 0.009
Si -2.726 0.006 10.889 0.002 0.009 0.005
Si -0.011 2.716 10.871 0.004 0.008 -0.004
Si -2.71 5.44 10.879 0.01 -0.003 0
Si 0.008 8.152 10.887 0.012 -0.011 -0.003
Si -2.714 -5.438 10.877 -0.01 0.007 -0.003
Si 0.005 -2.718 10.879 0.003 0.001 0.002
Si 2.728 0.001 10.868 -0.004 -0.004 0.004
Si -10.882 2.719 10.872 0.01 -0.016 -0.005
Si 2.707 5.434 10.879 -0.016 0.016 -0.002
Si 5.434 8.163 10.88 -0.01 0.004 -0.011
Si 2.718 -5.456 10.894 0.005 -0.005 0.002
Si -10.879 -2.728 10.881 -0.005 0 -0.01
Si -8.152 -0.007 10.886 0.01 -0.009 0.006
Si -5.43 2.72 10.885 0.001 0.006 0.003
Si -8.172 5.433 10.878 0 -0.006 0.002
Si -5.441 8.16 10.869 0.002 0.002 0
Si -8.157 -5.427 10.885 0.004 -0.004 -0.007
Si -5.441 -2.705 10.888 -0.014 0.012 0
Si -1.371 -1.369 12.243 -0.007 0.003 0.007
Si 1.348 1.346 12.223 -0.002 0.009 -0.009
Si -1.358 4.078 12.24 0.002 -0.007 0
Si 1.362 6.794 12.243 0.003 -0.002 -0.001
Si -1.364 9.515 12.238 0.022 -0.013 0.003
Si 1.362 -4.078 12.241 -0.007 -0.009 -0.002
Si 4.092 -1.355 12.238 0.007 0.002 -0.002
Si -9.514 1.361 12.231 0.011 0.002 -0.004
Si -12.245 4.077 12.233 -0.009 0.014 0.002
Si 6.802 6.809 12.237 -0.009 0.005 -0.002
Si 4.085 9.516 12.254 0.001 0.005 0.006
Si -9.52 -4.081 12.249 0.002 0.003 -0.004
Si -6.8 -1.361 12.255 0.004 -0.009 0.005
Si -4.079 1.363 12.252 -0.005 -0.013 0.005
Si -6.808 4.072 12.237 -0.005 -0.003 0.002
Si -4.09 6.794 12.231 0.004 0.005 -0.003
Si -6.787 9.537 12.235 -0.005 0.01 -0.005
Si -4.078 -4.075 12.236 0 0.007 -0.002
Si -0.009 -0.011 13.596 -0.007 -0.005 -0.006
Si 2.706 2.706 13.577 -0.018 -0.025 -0.003
Si -0.002 5.443 13.595 0.017 0.02 -0.008
Si 2.723 8.146 13.598 -0.011 -0.016 -0.011
Si -0.009 10.886 13.591 0.003 0.018 0.009
Si 2.735 -2.718 13.598 0.009 0.009 -0.004
Si 5.466 -0.002 13.601 0.017 0.02 0.001
Si -8.156 2.704 13.605 -0.014 -0.015 -0.005
Si -10.88 5.446 13.588 0.009 0.004 0.013
Si 8.168 8.183 13.589 0.022 0.019 -0.003
Si 5.444 10.879 13.611 -0.006 -0.017 0.001
Si -8.154 -2.727 13.61 -0.004 0.001 -0.002
Si -5.436 -0.002 13.609 -0.006 0.008 0.007
Si -2.715 2.723 13.603 0.025 0.03 0.004
Si -5.455 5.437 13.596 -0.019 -0.015 -0.005
Si -2.739 8.158 13.594 -0.017 -0.012 0.01
Si -5.435 -5.422 13.611 0.018 0.011 -0.004
Si -2.737 -2.724 13.614 -0.009 -0.019 0.004
O -2.383 0.983 -1.696 0.149 -0.101 0.433
O -6.663 -1.46 0.04 -0.494 0.247 -0.153
O -5.984 -2.1 25.761 0.295 0.493 -0.029
O 0.78 2.272 22.607 0.441 0.129 0.109
O -1.333 3.965 22.17 -0.056 0.068 0.248
O 1.218 -7.508 27.695 -0.147 0.514 0.079
O -6.773 -6.951 22.275 -0.015 -0.032 0.276
O 2.413 0.086 22.908 -0.034 -0.118 0.243
O 1.1 -4.516 24.632 -0.319 -0.011 0.138
O 4.22 6.652 24.263 -0.355 0.289 0.2
O 0.723 -3.645 0.25 -0.04 0.092 -0.001
O 4.383 -1.727 27.61 -0.387 -0.391 0.027
O 3.749 -7.875 26.912 0.044 -0.606 -0.125
O 5.373 -5.777 26.959 -0.397 0.293 0.268
O 4.239 4.005 24.018 -0.282 -0.407 -0.25
O -6.218 6.952 26.991 -0.101 0.293 0.505
O -5.154 -2.999 23.38 0.387 0.087 0.171
O -6.619 -1.411 -2.643 -0.43 0.116 -0.08
O -3.968 -5.255 -1.29 -0.035 -0.854 0.088
O -1.159 -6.701 -0.024 -0.454 0.284 0.08
O 5.244 -2.614 -1.976 0.181 0.305 -0.545
O 4.28 3.883 -0.079 -0.384 0.177 -0.201
O 4.989 -1.452 25.043 0.068 0.391 0.018
O 3.307 5.597 -1.744 0.054 0.596 -0.101
O 2.68 -5.264 0.869 0.049 0.01 -0.363
O -6.544 -4.887 -0.63 -0.299 0.327 -0.562
O 2.239 1.93 24.653 0.355 0.534 -0.358
O -4.944 -2.888 -1.333 0.377 0.085 -0.452
O -10.121 -3.766 24.575 -0.086 -0.045 0.146
O 2.186 -1.096 -1.98 0.308 0.008 0.114
O -3.555 -7.004 -5.175 -0.326 -0.001 0.357
O -2.259 1.435 24.031 -0.083 0.224 -0.363
O -6.948 2.91 -1.171 0.399 -0.581 0
O -7.56 -3.138 27.645 -0.345 0.558 -0.154
O -10.402 5.127 -1.762 0.065 0.36 0.382
O -0.955 3.705 -0.292 0.178 -0.114 0.161
O -4.567 2.017 -2.645 -0.033 0.788 -0.074
O 1.406 6.738 -0.207 0.234 -0.215 0.029
O -6.654 7.335 -4.354 0.471 -0.029 0.277
O 4.763 -3.778 -4.222 -0.54 0.175 -0.147
O 1.457 0.74 -0.125 -0.4 0.127 0.047
O -9.215 7.242 0.101 -0.423 0.077 -0.398
O 2.447 1.484 -2.398 -0.28 0.475 0.074
O -8.733 3.499 -3.059 -0.302 -0.028 -0.325
O -3.601 6.753 -1.609 -0.35 0.382 -0.354
O 0.237 6.418 27.465 0.312 -0.178 -0.347
O -7.059 1.446 -3.339 -0.409 -0.386 -0.053
O -5.518 2.513 -5.098 0.421 0.549 -0.09
O -4.657 -0.312 -1.329 0.186 -0.124 0.017
O -5.208 4.928 -0.749 -0.03 -0.097 0.022
O 0.663 -6.787 -1.966 0.151 0.414 0.273
O -4.813 7.7 22.987 -0.212 0.088 0.222
O -5.59 -4.51 26.635 -0.399 -0.25 0.075
O -8.645 -5.628 25.842 0.271 -0.489 -0.321
O 2.244 5.434 23.099 -0.39 0.024 0.112
O -7.628 5.985 25.003 0.333 0.429 -0.23
O -10.085 4.591 -6.13 0.105 0.323 0.408
O -3.243 5.565 23.119 -0.339 -0.313 0.44
O -1.545 -3.78 24.279 -0.12 0.508 -0.07
O -3.444 -4.31 -5.561 0.346 0.004 -0.441
O -9.44 -5.178 -4.572 0.308 -0.158 0.498
O -8.442 0.406 24.943 -0.07 -0.421 0.265
O 2.541 5.127 25.692 -0.363 0.341 0.039
O -1.699 0.641 -4.206 -0.369 0.399 -0.155
O -7.694 3.62 -6.214 -0.339 -0.265 0.212
O -2.657 0.011 1.036 0.074 0.037 -0.449
O 0.116 -2.41 25.698 0.627 0.323 0.46
O -7.137 -1.237 -5.174 0.107 -0.196 -0.387
O -1.943 -0.898 25.211 -0.698 -0.128 0.029
O 4.613 -0.496 -6.094 0.216 -0.125 -0.067
O -8.16 8.037 -2.224 0.54 -0.017 0.18
O 1.53 -7.091 -4.45 0.225 0.049 -0.102
O -9.491 0.177 -4.906 0.391 0.303 0.135
O 0.071 0.343 -2.328 -0.073 -0.435 -0.053
O -5.07 6.179 -6.237 -0.081 -0.44 0.339
O -3.892 7.691 27.824 -0.289 -0.369 0.222
O -3.689 -5.828 27.672 0.531 -0.267 -0.321
O -10.295 0.222 26.782 0.249 -0.174 0.569
O -10.497 2.091 24.968 -0.483 -0.1 0.294
O 3.55 -3.502 24.298 -0.244 0.396 -0.098
O -4.308 2.965 24.289 0.068 0.422 -0.415
O -9.374 -2.425 -4.901 0.054 0.025 0.242
O -9.817 -0.813 -0.475 0.726 -0.034 0.236
O -10.719 -7.745 -1.575 -0.14 -0.196 -0.087
O -2.49 7.249 -3.947 -0.1 0.033 -0.002
O 1.531 7.164 -2.807 -0.094 -0.361 -0.653
O 3.201 -5.777 25.549 -0.446 -0.126 0.327
O -1.165 7.694 -1.767 0.51 -0.149 0.442
O 5.226 2.107 -5.864 -0.077 0.331 0.186
O 3.304 2.908 26.885 0.592 -0.131 0.344
O 0.367 -2.596 23.007 0.372 0.116 0.088
O -1.69 -4.003 -0.848 -0.224 -0.239 0.556
O -2.113 -2.691 27.186 -0.497 -0.41 -0.308
O -2.862 5.255 0.493 -0.025 -0.026 0.007
O -0.195 8.111 25.559 0.39 0.065 -0.146
O -1.236 -6.246 24.179 0.228 0.164 -0.024
O -3.588 -5.288 25.058 -0.27 0.1 -0.024
O -0.488 -0.629 27.473 0.095 -0.305 0.202
O -7.215 4.503 27.162 0.123 0.131 0.815
O -9 1.318 -1.652 -0.036 -0.104 -0.215
O 2.742 -5.687 23.017 -0.174 -0.152 0.018
O 0.182 8.149 23.039 0.248 0.163 0.376
O -2.543 -1.825 -4.963 -0.135 -0.024 0.151
O 3.98 5.334 27.837 0.285 -0.367 -0.304
O -4.195 6.777 25.345 -0.143 -0.19 0.264
O 4.329 3.253 -2.629 -0.06 0.063 -0.611
O -0.929 -1.652 -0.027 0.244 0.361 -0.259
O -4.222 1.837 0.019 -0.345 0.324 -0.16
O -5.991 2.194 27.414 -0.159 -0.194 0.31
O -1.228 4.353 28.012 -0.416 0.415 -0.036
O -8.55 2.245 26.795 -0.205 0.307 0.77
O -7.747 5.332 -1.51 0.074 0.568 -0.079
O 3.186 -7.179 -2.31 0.023 -0.166 -0.028
O 4.176 -1.744 0.246 -0.408 -0.147 -0.14
O -1.679 5.201 -2.436 -0.111 -0.159 -0.474
O -6.808 3.105 25.003 -0.454 0.14 -0.305
O -6.12 0.956 23.75 0.414 -0.286 -0.039
O -8.923 6.077 -3.724 -0.324 -0.12 -0.615
O 4.552 0.812 -3.769 -0.278 -0.054 0.23
O -5.169 -7.14 26.026 -0.426 0.168 -0.617
O -4.971 -2.583 -4.362 -0.311 -0.29 -0.161
O -1.814 -6.093 -2.47 -0.255 -0.295 -0.558
O -2.83 -3.707 -3.162 0.179 0.124 0.073
O -1.373 -7.883 27.861 -0.063 0.518 -0.227
O -8.744 -6.485 -0.508 -0.179 0.232 -0.303
O 0.101 0.263 24.099 -0.023 -0.426 0.012
O 0.836 4.75 -1.904 0.132 -0.479 -0.337
O -8.809 -5.54 23.159 -0.3 0.072 0.028
O -5.064 0.028 -4.273 0.366 0.034 -0.394
O 2.821 -3.613 -2.406 -0.279 -0.224 0.519
O -9.517 4.371 24.17 0.166 -0.078 0.221
O -2.296 7.806 23.886 -0.158 -0.18 -0.013
O -8.754 6.592 27.366 -0.199 -0.112 -0.117
O -7.452 -3.79 24.432 0.051 0.054 0.184
O -2.184 3.135 25.993 0.42 0.485 -0.151
O 1.1 1.417 26.808 -0.281 0.224 -0.188
O -9.577 7.009 23.653 0.189 0.269 -0.276
O 4.818 -5.215 -1.899 0.23 0.058 -0.172
O -8.95 -7.765 -4.676 -0.432 0.007 0.055
O 1.675 -2.344 -4.321 0.331 -0.054 0.041
O -0.144 -0.988 -5.584 -0.081 0.475 -0.063
O 4.753 1.061 -1.174 -0.251 -0.095 -0.03
O -0.947 -7.367 -5.324 0.01 0.321 0.294
O -0.787 2.778 -2.768 -0.022 0.168 -0.017
O -9.974 -3.329 0.261 -0.083 -0.227 -0.152
O 5.286 -7.358 24.834 0.364 0.358 -0.104
O 0.254 -2.839 -2.161 -0.317 -0.144 -0.432
O -3.906 1.19 26.133 -0.015 -0.509 -0.238
O -9.067 -7.231 28.051 0.339 0.111 -0.064
O -7.201 -1.399 23.491 -0.116 -0.172 -0.256
O 3.447 0.308 26.326 -0.325 -0.141 0.179

Results
total energy: -104724.733 eV
total energy less fixed offsets of O -438.25, Si -107.07 eV per atom: -3.783 eV
